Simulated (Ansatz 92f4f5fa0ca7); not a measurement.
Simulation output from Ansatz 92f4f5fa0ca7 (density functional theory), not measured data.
Periodic cell of 360 atoms, Si240O120, from a study of silicon, its oxide and their interface. The atomic structure is a simulated model.
Doubt: the cutoff is far below the 930 eV that the study's wrapper takes by default for these files, so forces and energies are approximate.

Settings: functional PBE; potential files Ansatz PAW; basis plane waves; wave-function cutoff 580 eV; density cutoff ratio 5; exchange-correlation grid ratio 1; k mesh 1 x 1 x 1, Gamma-centred; self-consistency stop 5e-08 eV per atom in the density residual; occupations fixed; spin none; net charge 0.

Cell vectors (angstrom)
a, 11.6015, 0, 0
b, 0, 13.3963, 0
c, 0, 0, 41.1566

Atoms and the computed forces on them: element, x, y, z (angstrom), force x, y, z (eV/angstrom)
Si, 0, 2.2327, 1.1851, -0.0292, -0.0047, -0.0333
Si, 3.8672, 2.2327, 1.1851, -0.0068, 0.0124, 0.0334
Si, 7.7343, 2.2327, 1.1851, 0.0098, -0.0879, -0.0385
Si, 1.9336, 5.5818, 1.1851, 0.0159, 0.009, -0.0187
Si, 5.8008, 5.5818, 1.1851, -0.05, 0.0052, -0.0163
Si, 9.6679, 5.5818, 1.1851, -0.0008, -0.0709, 0.0178
Si, 0, 8.9308, 1.1851, 0.0077, 0.0373, 0.0784
Si, 3.8672, 8.9308, 1.1851, -0.0045, 0.0639, -0.0002
Si, 7.7343, 8.9308, 1.1851, -0.0405, -0.0392, -0.0069
Si, 1.9336, 12.2799, 1.1851, 0.0337, 0.0262, 0.0431
Si, 5.8008, 12.2799, 1.1851, 0.0012, -0.0043, 0.0127
Si, 9.6679, 12.2799, 1.1851, 0.0049, -0.0154, 0.0182
Si, 1.9336, 1.1164, 1.9745, -0.116, 0.0145, -0.0251
Si, 5.8008, 1.1164, 1.9745, 0.1529, 0.0553, -0.0259
Si, 9.6679, 1.1164, 1.9745, -0.0915, 0.1514, 0.0016
Si, 0, 4.4654, 1.9745, -0.0708, 0.0034, -0.0049
Si, 3.8672, 4.4654, 1.9745, 0.0889, 0.0094, 0.0181
Si, 7.7343, 4.4654, 1.9745, 0.1309, 0.1015, -0.0363
Si, 1.9336, 7.8145, 1.9745, 0.0719, -0.1154, -0.0278
Si, 5.8008, 7.8145, 1.9745, 0.1377, -0.0847, 0.0026
Si, 9.6679, 7.8145, 1.9745, -0.1185, 0.086, -0.0548
Si, 0, 11.1635, 1.9745, -0.172, -0.0058, -0.0122
Si, 3.8672, 11.1635, 1.9745, 0.0798, -0.0793, -0.0087
Si, 7.7343, 11.1635, 1.9745, 0.0322, 0.0062, -0.0268
Si, 1.9336, 1.1164, 4.3426, -0.2623, 0.1109, -0.3812
Si, 5.8008, 1.1164, 4.3426, 0.4064, 0.1115, -0.2784
Si, 9.6679, 1.1164, 4.3426, -0.1892, 0.3641, 0.1632
Si, 0, 4.4654, 4.3426, -0.2125, 0.024, -0.1297
Si, 3.8672, 4.4654, 4.3426, 0.2454, 0.0234, -0.3649
Si, 7.7343, 4.4654, 4.3426, 0.4306, 0.2094, 0.493
Si, 1.9336, 7.8145, 4.3426, 0.1871, -0.2164, -0.2485
Si, 5.8008, 7.8145, 4.3426, 0.327, -0.2209, 0.0877
Si, 9.6679, 7.8145, 4.3426, -0.3177, 0.1832, 0.6824
Si, 0, 11.1635, 4.3426, -0.4314, 0.024, 0.1049
Si, 3.8672, 11.1635, 4.3426, 0.2264, -0.1267, -0.3832
Si, 7.7343, 11.1635, 4.3426, 0.0293, -0.0523, 0.3129
Si, 0, 0, 36.8161, -0.1768, 0.0564, 0.2685
Si, 3.8672, 0, 36.8161, 0.1849, -0.2537, -0.1212
Si, 7.7343, 0, 36.8161, 0.4096, -0.2041, -0.3358
Si, 1.9336, 3.3491, 36.8161, -0.5587, -0.0125, 0.2574
Si, 5.8008, 3.3491, 36.8161, 0.3654, 0.0259, 0.0988
Si, 9.6679, 3.3491, 36.8161, -0.2186, -0.2064, -0.4403
Si, 0, 6.6981, 36.8161, 0.331, -0.2071, 0.3167
Si, 3.8672, 6.6981, 36.8161, 0.0469, 0.3291, 0.3034
Si, 7.7343, 6.6981, 36.8161, -0.5073, -0.3395, -0.2087
Si, 1.9336, 10.0472, 36.8161, 0.2159, -0.095, 0.0389
Si, 5.8008, 10.0472, 36.8161, 0.084, -0.0755, -0.4813
Si, 9.6679, 10.0472, 36.8161, -0.52, 0.3884, 0.223
Si, 0, 0, 39.1842, -0.0826, 0.0557, 0.0144
Si, 3.8672, 0, 39.1842, 0.0794, -0.0751, 0.0222
Si, 7.7343, 0, 39.1842, 0.1585, -0.0835, 0.0291
Si, 1.9336, 3.3491, 39.1842, -0.2204, 0.0282, 0.0076
Si, 5.8008, 3.3491, 39.1842, 0.1239, 0.021, 0.0058
Si, 9.6679, 3.3491, 39.1842, -0.1121, -0.1117, 0.0206
Si, 0, 6.6981, 39.1842, 0.1286, -0.0669, -0.0021
Si, 3.8672, 6.6981, 39.1842, 0.0308, 0.1362, 0.008
Si, 7.7343, 6.6981, 39.1842, -0.1937, -0.1363, 0.0064
Si, 1.9336, 10.0472, 39.1842, 0.0838, 0.0129, 0.0228
Si, 5.8008, 10.0472, 39.1842, 0.0494, -0.0209, 0.0279
Si, 9.6679, 10.0472, 39.1842, -0.2059, 0.1384, 0.0377
Si, 0, 2.2327, 39.9736, 0.0275, -0.0066, 0.0444
Si, 3.8672, 2.2327, 39.9736, 0.0159, -0.0059, -0.0983
Si, 7.7343, 2.2327, 39.9736, -0.0038, 0.075, 0.0069
Si, 1.9336, 5.5818, 39.9736, -0.0052, -0.0107, 0.0498
Si, 5.8008, 5.5818, 39.9736, 0.0266, 0.0007, 0.0466
Si, 9.6679, 5.5818, 39.9736, 0.0124, 0.0677, -0.0864
Si, 0, 8.9308, 39.9736, -0.0063, -0.041, -0.0895
Si, 3.8672, 8.9308, 39.9736, 0.0034, -0.0623, 0.031
Si, 7.7343, 8.9308, 39.9736, 0.0343, 0.048, -0.0111
Si, 1.9336, 12.2799, 39.9736, -0.0369, -0.0245, -0.0273
Si, 5.8008, 12.2799, 39.9736, 0.007, 0.0135, -0.0428
Si, 9.6679, 12.2799, 39.9736, -0.0108, 0.0074, 0.0737
Si, -4.2911, 6.3627, 23.7294, -0.0017, 0.0003, 0.0009
Si, 1.1788, 0.6111, 29.5445, 0.0294, -0.0197, -0.0251
Si, 7.6796, 3.6252, 28.2024, -0.0035, 0.0014, -0.0046
Si, -2.7816, 7.6723, 31.0491, -0.0075, 0.0104, -0.0017
Si, 4.3291, 4.9048, 30.8389, 0.019, 0.003, -0.0658
Si, 9.3912, 5.824, 32.7702, 0.0129, -0.0128, -0.0013
Si, 4.5971, 6.6375, 29.3041, -0.004, -0.0145, 0.0228
Si, -0.9764, 11.2993, 30.507, 0.0303, 0.0143, 0.0153
Si, 9.7373, 12.0999, 32.6687, 0, 0.0018, -0.0036
Si, 3.7733, 8.845, 32.6214, -0.0043, 0.0033, 0.002
Si, 9.1476, 10.5584, 24.4107, 0.0005, 0.0001, -0.0002
Si, 8.2864, 14.9068, 30.2453, 0.0058, -0.0072, -0.0051
Si, 1.456, 2.6754, 30.7161, 0.0111, 0.0008, 0.0412
Si, 3.8887, 2.4759, 30.8929, 0.0085, -0.0234, -0.0018
Si, 10.6959, -0.2214, 28.8774, 0.0016, 0.0046, 0.0143
Si, 1.021, 8.4986, 24.2012, 0.0006, 0.0021, -0.0018
Si, 3.1977, -0.4038, 28.969, -0.0396, 0.0324, -0.0206
Si, 5.0619, 10.8926, 25.8092, -0.0037, 0.0021, 0.0033
Si, -4.5421, 11.045, 28.374, -0.007, 0.0011, -0.0036
Si, 7.0083, 14.4652, 27.0838, -0.0022, 0.002, -0.0124
Si, 3.2019, 8.5197, 30.1883, -0.004, -0.0076, -0.0032
Si, -0.4587, 12.6005, 25.7815, 0.0007, -0.0019, -0.0035
Si, 9.162, 18.8705, 26.2435, -0.0013, -0.0005, 0
Si, 10.6374, 14.4606, 23.2601, 0.0006, -0.0011, 0.0005
Si, 4.8649, 0.1919, 30.5483, -0.0063, 0.0225, -0.0032
Si, 3.9595, 2.2458, 33.1997, -0.0197, 0.0107, -0.0026
Si, 7.9039, 2.0737, 32.6547, 0.0029, -0.0012, 0.002
Si, 1.7686, 5.5236, 33.0162, -0.028, 0.0039, 0.0236
Si, 5.5143, 5.4388, 32.8614, -0.0013, 0.0088, 0.0213
Si, 10.8854, 8.8283, 30.7549, -0.0069, -0.0091, -0.007
Si, -0.0647, 8.8754, 33.032, 0.0022, 0.0025, 0.0065
Si, 2.5274, 10.6945, 29.1549, 0.0174, 0.0088, -0.0106
Si, 7.7519, 8.8174, 32.8688, -0.0013, -0.0001, -0.0078
Si, 1.2536, 11.9523, 30.8256, -0.0504, -0.0112, 0.052
Si, 1.8682, 18.5972, 30.6914, 0.0025, 0.0013, 0.0039
Si, 13.4496, 12.2101, 33.055, -0.0095, -0.0062, -0.028
Si, 1.9979, 1.0845, 33.7773, 0.0041, 0.0066, -0.0049
Si, 5.9468, 1.1174, 33.7179, 0.0062, -0.0017, -0.0007
Si, 9.8621, 1.0173, 33.4615, 0.0044, -0.0053, 0.0017
Si, -0.2418, 4.5231, 33.6189, -0.0021, 0.0119, 0.0166
Si, 3.6828, 4.4521, 33.9156, 0.0014, -0.0066, -0.0041
Si, 7.6074, 4.3859, 33.4394, -0.0024, 0.0006, -0.0008
Si, 1.9182, 7.7828, 33.6588, -0.001, -0.0107, -0.0086
Si, 5.7242, 7.7329, 33.5117, 0.0037, -0.0079, -0.0023
Si, 9.6087, 7.8497, 33.9402, 0.0055, 0.0029, 0.0002
Si, -0.0619, 11.0926, 33.8144, -0.0014, 0.0004, -0.0125
Si, 3.8376, 11.0911, 33.5647, 0.0044, 0.0014, 0.0004
Si, 7.6404, 11.1711, 33.3755, -0.0005, 0.0008, 0.0011
Si, 1.936, 1.1059, 36.096, -0.0035, 0.0019, -0.0008
Si, 5.8284, 1.1166, 36.0635, -0.0027, 0.0021, -0.0021
Si, 9.6991, 1.1003, 35.9273, -0.0051, 0.0017, -0.0019
Si, -0.0463, 4.4754, 36.0045, -0.0019, -0.0028, -0.0096
Si, 3.8539, 4.4665, 36.1881, -0.004, 0.0007, 0.0002
Si, 7.727, 4.4505, 35.915, -0.0033, -0.0025, -0.0003
Si, 1.9356, 7.8146, 36.0262, -0.0002, 0.0005, 0.0027
Si, 5.7852, 7.8116, 35.9491, -0.003, 0.0017, 0.001
Si, 9.6721, 7.812, 36.2098, -0.001, -0.0006, -0.0018
Si, -0.0106, 11.1546, 36.1223, 0.003, 0.0008, 0
Si, 3.8742, 11.1418, 35.9795, 0.0006, -0.0004, -0.0001
Si, 7.7084, 11.1724, 35.8909, -0.0024, -0.0016, -0.0021
Si, -0.0232, 0.0106, 5.0958, 0.0043, -0.0031, -0.0007
Si, 3.8721, 0.0134, 4.9861, 0.0021, -0.0021, 0.0032
Si, 7.7381, -0.003, 5.1671, -0.0018, 0.0006, -0.0002
Si, 1.9396, 3.366, 5.0437, -0.0001, 0.0014, -0.0015
Si, 5.8205, 3.3561, 5.1014, 0.002, 0.0001, 0.0048
Si, 9.7006, 3.369, 5.261, -0.0021, 0.0001, 0.001
Si, 0.0025, 6.706, 5.093, 0.0024, 0.0028, 0.0039
Si, 3.8921, 6.6848, 5.1135, -0.0033, 0.0026, 0.0025
Si, 7.7398, 6.6926, 5.284, 0.0016, 0.0024, 0.0018
Si, 1.9311, 10.0464, 5.0163, 0.0006, -0.0038, -0.0014
Si, 5.7976, 10.0218, 5.1295, -0.0011, 0.0027, -0.0019
Si, 9.6459, 10.0688, 5.2619, 0.0014, 0.0009, 0.0005
Si, -0.0743, 0.0832, 7.4419, 0.0033, 0.0029, 0.0064
Si, 3.8756, 0.0514, 7.2699, 0.0009, -0.0016, -0.0042
Si, 7.7473, 0.05, 7.5649, 0.0018, -0.0002, 0.0043
Si, 2.0481, 3.4143, 7.3503, -0.0002, -0.0017, 0.0017
Si, 5.9563, 3.3943, 7.45, -0.0019, 0.0025, -0.0072
Si, 9.8882, 3.462, 7.7533, 0.0053, 0.0021, 0.0002
Si, 0.0858, 6.8119, 7.4332, -0.0025, -0.0027, 0.0035
Si, 3.9977, 6.6673, 7.4695, 0.0055, -0.0062, -0.0006
Si, 7.8152, 6.7114, 7.8363, 0.0001, -0.0003, -0.0017
Si, 1.9222, 10.053, 7.3131, -0.0077, 0.0011, 0.0073
Si, 5.7491, 9.9747, 7.4983, 0.0029, -0.006, 0.004
Si, 9.5597, 10.1724, 7.7692, -0.0032, -0.0005, 0
Si, 0.3008, 2.243, 8.3519, -0.0031, 0.0029, 0.0008
Si, -0.098, 1.8023, 13.9308, -0.0062, -0.0077, 0.0083
Si, 7.851, 1.862, 10.6628, 0.001, -0.0149, -0.0039
Si, 7.3923, 3.7672, 12.0791, 0.0055, 0.0223, 0.0242
Si, 3.5417, 5.4895, 12.0949, 0.0027, -0.0614, 0.0522
Si, 13.2278, 1.764, 10.3442, 0.0128, -0.0447, -0.0123
Si, 0.0076, 9.0726, 8.215, -0.0014, 0.0046, -0.014
Si, 3.7569, 8.8888, 8.2071, -0.0031, -0.0026, 0.0062
Si, 4.5545, 9.0182, 12.0169, 0.0088, 0.0025, 0.0041
Si, 1.8941, 12.3107, 7.8481, 0.0051, 0.0007, 0.005
Si, 5.7294, 12.2382, 8.0827, 0.0022, 0.0096, -0.0116
Si, 9.6683, 12.4816, 8.5601, -0.0003, 0.0004, -0.0014
Si, 3.9644, 2.555, 10.351, 0.0032, -0.0064, -0.001
Si, 4.6695, -1.0387, 10.1391, 0.0395, -0.034, 0.0482
Si, 11.8416, 0.6556, 11.9295, -0.0001, 0.0039, -0.0165
Si, -0.46, 0.2457, 16.6548, -0.0008, -0.0002, -0.0001
Si, 5.833, 5.482, 8.5278, 0.0022, 0.0036, -0.0018
Si, 7.5871, 8.9734, 8.6228, 0.0015, 0.0008, 0.002
Si, -1.984, 13.5132, 10.8972, -0.0182, -0.0104, 0.0156
Si, 8.759, 11.0916, 12.5725, -0.0069, 0.0049, -0.0022
Si, 8.6601, 9.7057, 15.2343, -0.0031, -0.0017, 0.0007
Si, 2.4028, 12.9179, 9.9676, -0.0786, 0.0772, -0.0237
Si, 7.1146, 7.1798, 15.0318, -0.0006, 0.0016, -0.001
Si, 12.1955, 8.7577, 10.4578, 0.0065, -0.0122, -0.0122
Si, 2.0278, 5.6333, 8.1841, -0.0011, -0.0023, -0.0125
Si, 9.9362, 5.7702, 8.6199, -0.004, 0.0017, -0.0035
Si, 6.9351, -4.4074, 11.0753, -0.0015, 0.0054, -0.0046
Si, 5.2887, 4.5271, 10.8131, -0.0082, 0.0023, 0.0075
Si, 5.093, -0.0411, 12.8897, 0.0164, -0.0071, 0.0227
Si, 6.8012, -1.0368, 17.82, -0.0022, 0.0002, 0.0023
Si, -3.7338, 2.3178, 8.3408, -0.0014, 0.0017, -0.0037
Si, 1.9636, 6.1166, 10.4952, -0.0347, -0.0034, -0.0022
Si, 11.7879, 10.2011, 12.237, -0.0108, 0.0003, 0.025
Si, 5.6255, 14.3588, 10.8987, -0.0107, 0.0241, -0.0269
Si, 2.3921, 17.1968, 14.3908, 0.0696, 0.0673, -0.0521
Si, 2.9527, 8.3422, 10.3666, 0.0088, 0.0241, 0.0068
O, 19.7077, 8.2097, 27.7456, 0.0007, 0.0017, 0.0008
O, 10.2352, 20.119, 12.1261, 0.0095, 0.0023, -0.0078
O, -1.5411, 4.3072, 25.5609, -0.0009, 0.0017, 0.0004
O, 1.4184, 8.6702, 18.9355, -0.0012, -0.0003, -0.0016
O, -9.0078, 2.5864, 23.0577, -0.0011, 0.0032, 0.0005
O, 18.0201, -0.2715, 13.8364, -0.0122, -0.0018, -0.0101
O, -3.3035, 5.0975, 11.7415, -0.0052, -0.0084, -0.0031
O, 4.0201, 14.3807, 13.6289, -0.003, 0.009, 0.0219
O, -2.4695, 17.1374, 21.2883, 0, 0.0006, -0.0002
O, -14.927, -1.3371, 18.4745, 0.0017, 0.0001, -0.0039
O, -2.7801, 12.6424, 12.0883, 0.0135, 0.0077, -0.0138
O, -4.3607, 6.6393, 16.5753, -0.0001, 0.0005, 0.0013
O, 13.7877, 21.1214, 23.3636, -0.0004, 0.0001, -0.0004
O, -7.7625, -17.0302, 18.8608, -0.0019, 0.001, 0.001
O, 15.1137, -2.2271, 26.1338, 0.0029, -0.0017, 0.0022
O, -0.0381, 13.1507, 20.0503, -0.0014, -0.002, -0.0015
O, 5.4005, 4.5983, 25.9179, -0.0002, 0.0006, -0.0004
O, 20.3641, 9.3277, 25.4182, 0.0001, -0.0004, 0.0006
O, -12.866, 12.2432, 16.6125, -0.0005, 0.0003, 0.0013
O, 6.977, 13.8934, 23.4312, 0.0014, -0.0014, 0.0001
O, -1.6728, 8.5953, 20.731, 0.0003, 0.0009, 0.0004
O, 31.4267, -6.2232, 19.0476, -0.0001, 0.0007, 0.0001
O, -9.9637, 11.1737, 19.5384, -0.0001, -0.0003, -0.0003
O, 4.1684, 5.8292, 27.8935, -0.0029, -0.0002, -0.0066
Si, 9.5294, 11.3405, 17.6961, -0.0018, 0.0022, 0.0022
Si, 4.9359, 14.6967, 18.9747, 0.0037, 0.0012, -0.0001
Si, 3.8134, 15.2342, 23.8251, 0.0008, 0.0022, 0.0054
Si, -4.2059, 8.2261, 29.2363, 0.009, -0.0058, 0.0059
Si, 1.943, 10.8162, 26.2092, 0.0055, 0.0039, -0.0014
Si, 2.4133, 9.7424, 19.6332, 0.001, 0.0003, -0.001
Si, 11.6846, 11.523, 19.9289, -0.0006, 0.0019, -0.0002
Si, 6.8402, 0.4745, 15.2125, 0.0018, 0.0038, 0.0097
Si, 6.0211, 11.2527, 21.3751, 0.0005, 0.0011, -0.0001
Si, -0.7839, 17.3788, 24.1684, 0.0002, 0.0007, 0.0011
Si, 11.3823, 7.6375, 26.9207, -0.0015, 0.0004, 0.0005
Si, -6.1284, 17.6552, 19.4552, 0, 0, -0.0007
Si, 9.7073, 2.8241, 17.7159, 0.0016, -0.0022, 0.0009
Si, -4.7413, 6.9245, 18.1527, -0.0014, 0.0019, -0.0001
Si, 1.7853, 20.045, 15.4478, 0.0079, 0.0046, -0.0071
Si, 10.5349, 9.4977, 21.96, -0.0005, 0.0001, -0.0006
Si, 3.9206, 0.144, 21.4393, -0.0004, 0.0005, 0.0028
Si, 5.4639, 9.7783, 18.7598, -0.0011, -0.0001, -0.0016
Si, -0.4576, 6.6293, 10.7017, -0.0031, -0.0132, 0.0117
Si, -1.855, 7.3606, 19.6527, -0.0019, 0.0008, 0.0011
Si, -0.0989, 22.1223, 14.9185, -0.0008, 0.0013, 0.0024
Si, 5.6356, 8.9648, 23.4679, -0.0009, 0.0006, 0.0012
Si, 13.2069, 25.4265, 11.9681, 0.0014, -0.002, 0.0155
Si, 2.3018, 14.4187, 17.4057, 0.0045, -0.0002, -0.0142
Si, 0.8863, 3.0804, 19.0602, 0.0022, 0.002, -0.0077
Si, 17.2086, 12.4315, 32.6781, -0.0002, -0.0038, 0.0031
Si, 3.0419, 7.9621, 21.9895, -0.0001, 0.0019, 0.0017
Si, 4.8178, 17.7956, 27.4166, -0.0005, 0.0001, 0.0039
Si, 9.4838, 18.6451, 21.7994, 0.0002, 0.0013, -0.0003
Si, -4.8308, 13.3562, 29.1672, -0.0024, -0.0008, 0.0031
Si, 0.5677, 21.4468, 17.7204, -0.0004, 0.0019, -0.0023
Si, -2.8428, 16.2266, 14.7668, -0.0043, -0.001, 0.0006
Si, -2.5719, 9.3521, 27.0309, -0.0032, -0.002, -0.0015
Si, 2.1499, 30.8926, 23.469, 0.001, 0.0005, -0.0009
Si, -10.7205, 14.3739, 20.7012, -0.0002, -0.0005, 0.0028
Si, -3.5713, 2.9681, 20.3844, -0.0008, 0.0003, -0.0004
Si, 1.0726, 7.4254, 29.7693, 0.0026, 0.0001, 0.0022
Si, 7.0128, 12.8335, 24.6756, 0.0025, 0.0014, 0.0013
Si, 4.9761, 4.4408, 24.3627, -0.0002, -0.0005, 0.0016
Si, 15.5726, 11.364, 12.2382, 0.0129, -0.0191, -0.0231
Si, 11.815, 15.7125, 32.8054, 0.0013, 0.0026, -0.0122
Si, 2.6311, 5.1628, 20.656, -0.0008, -0.0004, 0.0022
Si, -7.5011, 15.0233, 15.1169, -0.0216, 0.0297, 0.0055
Si, -2.9628, 6.5336, 12.4457, -0.0072, 0.002, 0.0068
Si, 7.8748, 0.2729, 22.0697, -0.0011, -0.0003, 0.0033
Si, 3.9867, 2.2789, 8.0469, 0.0036, 0.0019, 0.0034
Si, 4.0662, 1.6726, 26.7425, -0.0002, -0.0314, 0.0118
Si, 4.242, 7.2296, 13.6285, -0.0039, 0.0027, 0.0295
O, -3.8715, 7.6903, 11.7251, -0.0008, 0.0029, 0.0016
O, -5.6097, 18.8024, 23.5541, 0.0003, 0.0007, -0.0005
O, -18.6203, 12.0529, 21.2021, -0.0009, 0.0004, -0.0003
O, -9.8876, 23.6174, 27.7388, -0.0043, -0.0032, 0.011
O, 1.7806, 15.9286, 17.777, -0.0045, -0.0043, 0.0053
O, 6.0906, 17.3826, 28.3663, -0.0004, 0, 0.0033
O, 26.7331, 14.0685, 18.414, -0.0053, 0.0029, -0.0064
O, 7.6397, 16.9226, 13.7468, -0.0011, -0.0003, -0.0086
O, 0.9878, 13.4432, 17.4193, 0.0052, 0.0041, -0.0005
O, -12.1846, 3.5425, 18.4229, -0.001, 0.0008, -0.0006
O, 3.3925, -8.5296, 24.2198, -0.002, -0.0001, -0.002
O, -0.2183, 0.6928, 15.1225, 0.0005, 0.0047, -0.0039
O, -8.4776, 7.4053, 14.8596, 0.003, -0.0003, -0.0124
O, -8.731, 6.7828, 20.8498, -0.0005, -0.0012, -0.0003
O, 16.6897, 2.8859, 23.8438, -0.0009, -0.0005, -0.0022
O, 0.2781, -4.282, 16.4817, -0.0011, -0.0001, 0.001
O, 17.1405, 25.6318, 25.0079, -0.002, -0.0014, 0.0004
O, 17.5094, 10.7827, 27.211, 0.0106, -0.0005, 0.0066
O, -16.3348, 7.9277, 23.6942, 0.0001, -0.0004, -0.0007
O, -2.4762, 3.4515, 16.2807, -0.0005, -0.0002, -0.0029
O, 16.1662, 8.143, 22.5446, -0.0007, -0.0001, -0.0007
O, 1.5151, 20.2864, 17.0452, -0.0046, 0.0004, 0.0019
O, 9.4388, 0.1867, 22.5645, 0.001, 0.0018, -0.0011
O, 19.5814, 2.3806, 27.1901, -0.0024, -0.0014, 0.0054
O, -1.4186, 1.2896, 17.4526, -0.0006, 0.0042, 0.001
O, 3.72, 3.205, 15.1451, -0.0773, -0.0017, -0.0654
O, 10.6159, -2.4761, 18.8364, -0.0021, 0.0011, -0.0022
O, 4.7986, 28.0374, 20.6023, -0.0004, 0, -0.0001
O, 10.556, -8.2911, 23.0111, -0.0001, 0.0004, -0.0006
O, -1.7125, 8.7345, 14.7759, -0.0003, 0.003, -0.0002
O, -3.1019, 16.2502, 18.8169, 0.0011, 0.0003, -0.0007
O, 12.0924, 20.9842, 25.446, -0.0014, -0.0005, 0.002
O, -12.7757, 11.2942, 25.1047, 0.0019, 0.0058, 0.002
O, -0.8337, 7.5041, 18.3762, 0.0016, 0.0013, -0.0019
O, 7.7725, 14.8839, 20.9994, 0.0002, 0.0007, 0.0001
O, -4.934, 3.8513, 20.4813, -0.0004, 0.0009, 0.0003
O, -3.438, 16.4863, 29.6772, 0.0002, 0.0015, 0.0028
O, -8.7439, -9.2058, 12.8887, -0.0162, 0.0324, 0.1268
O, 8.8868, -3.2719, 16.8, 0.0002, -0.0001, -0.0016
O, -1.4422, 10.4049, 12.1155, 0.0172, 0.0007, -0.0055
O, 0.2214, 14.6691, 22.166, -0.0041, -0.0003, 0.0061
O, -3.3958, -12.0733, 15.0486, -0.0008, 0.0053, -0.0001
O, 2.6054, 22.7286, 21.2072, 0.0001, -0.0004, -0.0001
O, 14.5442, 14.2393, 15.9353, 0.014, 0.0196, 0.0056
O, -7.5055, 0.4636, 23.0267, -0.0004, -0.0015, -0.0014
O, -29.6154, 2.8804, 18.552, -0.0004, -0.0002, 0.0027
O, 11.4878, -4.6623, 23.0492, 0.0008, -0.0003, 0.0008
O, 23.6841, 34.017, 14.636, -0.0004, 0.0027, 0.0002
O, 32.5182, -3.3606, 22.8855, -0.0007, 0.0003, 0.0013
O, 7.2835, 12.3044, 21.3687, -0.0003, 0.0004, -0.0004
O, -3.0253, 10.9696, 14.196, -0.0003, -0.0003, -0.0012
O, -14.7729, -8.4757, 27.5944, 0.0019, 0.0009, -0.0004
O, 1.8724, 4.7999, 22.0468, 0.0006, -0.0011, -0.0004
O, 19.5315, -1.8135, 24.2831, -0.003, 0.0037, -0.0022
O, -3.3827, 19.4785, 22.4009, -0.0003, 0.0008, -0.0003
O, 5.8629, -15.7742, 17.7695, 0.0004, 0.0016, -0.0003
O, -0.9702, 9.0707, 27.2732, 0.0009, -0.0005, 0.0005
O, 6.1238, 0.2636, 18.5369, -0.0011, 0.0001, -0.0005
O, 5.9645, 21.6975, 18.2656, 0.0008, -0.0007, 0.0008
O, -5.6213, 32.3974, 18.6406, -0.0002, 0.0001, 0.0002
O, -14.6506, -2.5985, 27.6725, -0.0033, 0, 0.0021
O, 15.3482, 3.1368, 27.4484, 0, 0.0008, 0.0014
O, 10.1596, 16.1575, 13.9245, 0.0038, -0.0014, -0.0012
O, -22.0089, 2.7258, 14.2917, 0.0182, 0.0102, -0.0079
O, 1.0932, 25.5918, 26.0682, -0.0026, 0.0015, -0.0015
O, -9.2419, 13.6921, 20.991, 0.0035, -0.0016, 0.0002
O, 13.4714, -8.3395, 15.2561, 0.0383, -0.0813, -0.0533
O, -4.7092, -3.5822, 29.4856, -0.0016, 0.0151, -0.008
O, 27.3256, 4.5763, 20.3221, -0.0008, 0.0006, 0.0009
O, -1.4201, -6.8288, 26.839, 0.002, 0.0019, 0.0003
O, 3.2727, 14.9412, 25.3344, 0.0041, -0.0008, 0.0049
O, 5.1509, 9.4967, 24.9477, -0.0004, 0.0015, 0.0004
O, 17.2541, -6.5689, 14.4005, -0.0099, -0.0029, -0.0109
O, -13.4682, 14.3204, 29.6278, -0.0053, 0.0031, -0.0098
O, -17.0331, 36.95, 20.178, 0, 0.0002, 0.0005
O, -9.9963, 4.4939, 19.5523, 0.0009, 0.001, 0.0003
O, 17.7138, 7.2368, 29.1159, 0.0093, 0.0078, -0.004
O, -5.5581, 10.3431, 22.7116, -0.0002, -0.0001, 0.0007
O, -7.8285, 0.3612, 27.6187, 0.0295, 0.0197, -0.0258
O, -13.0865, 6.0267, 20.5182, 0.0002, -0.001, 0.0011
O, 0.5383, 9.732, 13.8011, -0.0004, 0.0033, -0.0114
O, 11.339, 10.7754, 21.3418, -0.0005, 0, 0.0005
O, -17.596, 14.8373, 15.7212, 0.0008, -0.0023, -0.0009
O, 7.5253, 23.7618, 11.7848, 0.0019, -0.0032, 0.0008
O, 0.8319, 4.0244, 24.4158, 0.001, -0.0001, -0.002
O, -3.8859, 13.4893, 25.9868, -0.0029, 0.0005, 0.0005
O, -10.0329, 9.8517, 24.9425, 0.0002, 0.0006, 0.0003
O, 12.4356, -6.1237, 28.1119, 0.0004, -0.0002, 0.0045
O, -3.4877, 19.4499, 25.1252, 0.0012, -0.0008, 0.0006
O, -0.4669, 0.3701, 24.6491, -0.0006, -0.0017, 0.0012
O, 7.3031, 22.2086, 15.0731, 0.0017, 0.0014, 0.0009
O, 8.2585, -20.2829, 14.0466, 0.0012, 0, -0.0018
O, 7.1011, 12.6936, 16.2701, -0.0021, 0.0039, -0.0032
O, 10.476, 13.0566, 27.2237, 0.0004, 0.0024, 0.0053
O, 5.6501, 28.4337, 26.384, -0.0137, -0.0044, 0.0119
O, 10.1868, 2.5621, 23.6945, 0.0003, -0.0002, -0.0014

Results
free energy: -220803.378 eV
free energy less fixed offsets of O -568.88, Si -635.61 eV per atom: 8.622 eV

The program warned: the cutoff lies below the one the program advises for these potential files; the forces do not sum to zero within the program's tolerance; the exchange-correlation potential is rough where the density is thin.
